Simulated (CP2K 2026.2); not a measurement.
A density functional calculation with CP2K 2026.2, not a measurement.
Periodic cell of 442 atoms, Si320O122, from a study of silicon, its oxide and their interface. The atomic structure is a simulated model.
Doubt: the forces sum to 1.24 eV/angstrom along one axis rather than to zero, so they err by at least 0.0028 eV/angstrom per atom on average; the grid cutoff is modest.

Settings
functional: PBE
method: Gaussian and plane waves
basis set: DZVP-MOLOPT-SR-GTH
pseudopotentials: GTH-PBE
grid cutoff: 350 Ry, relative cutoff 50 Ry
k points: Gamma only
occupations: fixed
spin: none
net charge: 0

Cell vectors (angstrom)
a	15.3866	0	0
b	0	15.3866	0
c	-2.4714	-5.0205	33.723

Atoms: element, x, y, z (angstrom)
Si	12.8413	9.2106	28.7975
Si	12.9611	-3.6656	28.9331
Si	13.0148	0.9679	29.0939
Si	12.96	4.0632	29.0443
Si	1.3818	8.7961	28.8726
Si	1.3723	-3.4681	28.8743
Si	1.3485	1.1128	29.0916
Si	1.2875	4.1815	29.1522
Si	5.222	8.8892	28.9874
Si	5.3327	-3.3842	29.0005
Si	5.373	1.0672	29.1542
Si	5.3073	4.1632	29.0781
Si	9.0317	9.3536	28.8443
Si	9.0712	-3.5641	28.9706
Si	9.0751	1.0264	29.118
Si	9.0154	4.1216	28.9946
Si	-0.624	8.5031	30.0979
Si	-0.5315	-3.1882	30.2516
Si	-0.5068	0.7784	30.4634
Si	-0.5994	4.4671	30.4552
Si	3.2835	8.4998	30.2565
Si	3.3138	-3.0994	30.2045
Si	3.3384	0.7673	30.3032
Si	3.3159	4.5511	30.2861
Si	7.2087	8.5871	30.2124
Si	7.2166	-3.1135	30.3512
Si	7.2217	0.8076	30.5132
Si	7.1867	4.537	30.3973
Si	10.9488	8.6342	30.1143
Si	11.0307	-3.1529	30.232
Si	11.0415	0.7552	30.3452
Si	10.9846	4.5218	30.2409
Si	-0.5304	10.3111	31.6469
Si	-0.5267	-1.2469	31.6283
Si	-0.5561	2.6335	31.8776
Si	-0.586	6.5632	31.5248
Si	3.3061	10.3997	31.6518
Si	3.3016	-1.1919	31.6008
Si	3.3246	2.6671	31.7156
Si	3.31	6.5333	31.5675
Si	7.1563	10.381	31.7357
Si	7.1856	-1.1926	31.7024
Si	7.1823	2.7047	31.8577
Si	7.2027	6.5936	31.5468
Si	10.9973	10.3833	31.6873
Si	11.0163	-1.2167	31.6049
Si	11.0067	2.6744	31.7228
Si	10.9821	6.5869	31.4376
Si	12.9352	10.3556	33.0158
Si	12.929	-1.2097	32.9896
Si	12.8822	2.6638	33.1325
Si	12.881	6.561	32.8971
Si	1.3897	10.3523	33.0141
Si	1.3959	-1.2095	32.9944
Si	1.4244	2.6661	33.1064
Si	1.3625	6.541	32.918
Si	5.2115	10.3778	33.0413
Si	5.2183	-1.1911	33.0002
Si	5.2139	2.6826	33.1092
Si	5.2516	6.5564	32.9267
Si	9.0906	10.3744	33.0606
Si	9.1218	-1.197	33.0263
Si	9.1272	2.683	33.1262
Si	9.117	6.5589	32.9218
Si	-0.026	13.4498	11.5395
Si	-0.014	1.9655	11.567
Si	-0.0332	5.7527	11.574
Si	-0.0134	9.6182	11.5689
Si	3.8814	13.4626	11.5454
Si	3.8814	1.9636	11.5481
Si	3.8893	5.7537	11.5701
Si	3.8881	9.6278	11.5516
Si	7.6772	13.4477	11.506
Si	7.687	1.9424	11.528
Si	7.7097	5.7404	11.5427
Si	7.7126	9.6204	11.5369
Si	11.5708	13.4554	11.5379
Si	11.5913	1.9553	11.5348
Si	11.5815	5.7456	11.5757
Si	11.5987	9.618	11.5495
Si	1.922	13.4753	12.8388
Si	1.94	1.9957	12.8718
Si	1.9202	5.7331	12.8644
Si	1.9401	9.6601	12.868
Si	5.7995	13.4569	12.9295
Si	5.7898	1.9558	12.9404
Si	5.8234	5.728	12.9518
Si	5.8109	9.6325	12.9283
Si	9.6065	13.4295	12.8221
Si	9.6406	1.9479	12.823
Si	9.6373	5.719	12.8909
Si	9.6611	9.615	12.8585
Si	13.4627	13.4388	12.9508
Si	13.4675	1.9917	12.9781
Si	13.4613	5.7544	13.0212
Si	13.4743	9.5897	12.9935
Si	1.9121	0.0395	14.1353
Si	1.9352	3.8703	14.3113
Si	1.9217	7.6872	14.1295
Si	1.9415	11.5937	14.2313
Si	5.7674	0.0139	14.27
Si	5.8146	3.8308	14.3924
Si	5.8742	7.6856	14.2537
Si	5.8162	11.5479	14.324
Si	9.5861	-0.0017	14.0926
Si	9.6321	3.7937	14.2669
Si	9.6918	7.676	14.178
Si	9.6372	11.5336	14.2099
Si	13.4551	0.021	14.255
Si	13.4642	3.8713	14.472
Si	13.4458	7.672	14.4156
Si	13.4632	11.5158	14.3574
Si	0.0318	0.1	15.5345
Si	0.068	3.8931	15.8005
Si	0.0921	7.6971	15.6181
Si	0.0455	11.6051	15.6518
Si	3.7845	0.0202	15.5375
Si	3.8516	3.8594	15.7135
Si	3.8641	7.6611	15.4185
Si	3.8572	11.6095	15.6285
Si	7.7382	0.0475	15.5388
Si	7.779	3.7932	15.7393
Si	7.8318	7.6941	15.5831
Si	7.7703	11.5002	15.6543
Si	11.4562	-0.06	15.4707
Si	11.456	3.8185	15.7752
Si	11.4598	7.6307	15.756
Si	11.4923	11.4688	15.6713
Si	0.3341	-1.7595	16.8683
Si	0.3312	1.8946	17.0431
Si	0.5654	5.8721	17.0269
Si	0.4741	9.6369	16.8589
Si	3.4613	-1.8285	16.9269
Si	3.4468	1.8679	16.9256
Si	3.6913	5.8837	16.9187
Si	3.5918	9.5559	16.6964
Si	8.1178	-1.8619	16.795
Si	8.019	1.8159	17.0885
Si	8.358	5.794	16.8643
Si	8.3709	9.5715	16.9
Si	11.2163	-1.9231	16.8736
Si	11.1115	1.7413	16.8905
Si	10.8334	5.7267	17.0816
Si	10.7942	9.5755	16.9283
Si	4.3764	-1.7916	19.9126
Si	5.6868	2.3845	18.9286
Si	-0.3097	6.0517	20.0263
Si	12.8211	8.0609	25.7684
Si	12.4191	-1.32	21.7005
Si	7.9825	4.2141	24.0784
Si	5.584	0.2175	24.4322
Si	7.437	10.3019	19.7865
Si	13.5368	-1.9953	19.0009
Si	10.0847	1.8532	23.6548
Si	12.0293	2.6751	21.5494
Si	8.9458	8.3416	21.5705
Si	13.3057	2.1357	18.9276
Si	3.5795	0.0377	22.1557
Si	12.8579	2.5572	24.3907
Si	12.3895	4.8033	19.5938
Si	-1.5361	-0.2459	24.2168
Si	1.9056	-1.081	27.058
Si	6.835	5.9849	21.7731
Si	2.4027	11.1948	20.4856
Si	4.6544	9.4293	19.51
Si	11.3525	9.1142	20.0369
Si	6.0626	5.3935	18.7975
Si	4.6392	5.3947	26.4004
Si	1.5794	10.9643	23.5415
Si	4.2047	2.8871	21.6327
Si	1.389	-1.3082	24.0147
Si	-0.3668	10.785	19.4503
Si	-0.517	8.8105	23.8132
Si	12.5359	5.0236	26.1867
Si	9.4934	-1.251	26.9557
Si	7.358	-2.098	19.6195
Si	10.3965	9.3662	24.2097
Si	1.6901	6.3148	27.0019
Si	8.6966	-0.0255	24.1609
Si	2.2628	5.3152	21.556
Si	4.4106	7.5337	21.656
Si	5.222	3.1458	24.5462
Si	5.7653	8.0011	26.0954
Si	11.0987	11.4749	22.1555
Si	3.6879	8.8797	24.1388
Si	5.0128	-1.0993	27.086
Si	9.5043	5.6194	26.3202
Si	8.8527	8.6112	26.6021
Si	9.5016	-1.5254	21.5403
Si	1.6144	6.6273	24.13
Si	12.6876	-1.3203	26.9328
Si	-1.323	8.5959	21.0881
Si	0	13.4458	0.6256
Si	0.0188	1.912	0.6534
Si	-0.0036	5.7188	0.6787
Si	-0.0096	9.6818	0.6307
Si	3.8648	13.4413	0.6277
Si	3.8621	1.9082	0.6538
Si	3.8725	5.727	0.6696
Si	3.8593	9.6669	0.637
Si	7.6969	13.454	0.6365
Si	7.6942	1.9318	0.6697
Si	7.6973	5.7417	0.6727
Si	7.7065	9.6789	0.6429
Si	11.57	13.45	0.6428
Si	11.569	1.9268	0.687
Si	11.5802	5.741	0.6869
Si	11.5832	9.6843	0.6465
Si	1.9331	13.4447	1.9857
Si	1.9397	1.9236	2.0138
Si	1.9373	5.7484	2.0143
Si	1.9274	9.6516	1.9882
Si	5.7789	13.4441	2.0088
Si	5.7759	1.9197	2.0302
Si	5.7839	5.7419	2.0406
Si	5.7814	9.6663	2.0091
Si	9.6315	13.4505	1.9927
Si	9.6281	1.9324	2.0203
Si	9.6339	5.7514	2.0165
Si	9.6402	9.6552	1.9941
Si	13.4831	13.4522	2.0169
Si	13.4935	1.9187	2.035
Si	13.4836	5.7392	2.0586
Si	13.4845	9.6642	2.0296
Si	1.9371	-0.0141	3.3546
Si	1.9397	3.8386	3.3871
Si	1.9336	7.705	3.3372
Si	1.9369	11.5469	3.3801
Si	5.7807	-0.0143	3.3733
Si	5.7816	3.8319	3.4076
Si	5.7824	7.7094	3.3496
Si	5.7814	11.5518	3.406
Si	9.6312	-0.008	3.3579
Si	9.6313	3.8438	3.3925
Si	9.6354	7.7069	3.3401
Si	9.6313	11.5506	3.3847
Si	13.485	-0.0105	3.3807
Si	13.4845	3.8271	3.4151
Si	13.485	7.7066	3.363
Si	13.4832	11.5575	3.4115
Si	0.0264	-0.0064	4.7361
Si	0.027	3.8418	4.7588
Si	0.0245	7.702	4.7219
Si	0.0263	11.5457	4.7582
Si	3.8518	-0.008	4.7318
Si	3.8535	3.8428	4.7558
Si	3.8536	7.7024	4.7111
Si	3.8506	11.5445	4.7541
Si	7.7122	-0.007	4.729
Si	7.7122	3.8433	4.7541
Si	7.7128	7.7034	4.7105
Si	7.7137	11.5449	4.7533
Si	11.5506	-0.0049	4.7285
Si	11.5512	3.8413	4.7544
Si	11.5527	7.7008	4.7153
Si	11.5496	11.5473	4.7534
Si	0.0276	13.4702	6.1135
Si	0.0269	1.9134	6.1069
Si	0.0262	5.7831	6.0941
Si	0.025	9.6108	6.1049
Si	3.8484	13.4691	6.1125
Si	3.8484	1.9131	6.1038
Si	3.8534	5.7852	6.0908
Si	3.8505	9.6082	6.0991
Si	7.7159	13.4702	6.1093
Si	7.7151	1.9127	6.1007
Si	7.7147	5.7858	6.0884
Si	7.7154	9.6091	6.0989
Si	11.5511	13.4722	6.1077
Si	11.5493	1.9121	6.0997
Si	11.5531	5.7827	6.0897
Si	11.5511	9.6102	6.0964
Si	1.9362	13.4713	7.4954
Si	1.9368	1.9197	7.487
Si	1.9396	5.7823	7.4717
Si	1.939	9.6073	7.4836
Si	5.7825	13.4692	7.4554
Si	5.782	1.9193	7.446
Si	5.7849	5.7854	7.4399
Si	5.7821	9.6046	7.4476
Si	9.6362	13.4709	7.4799
Si	9.6349	1.9159	7.4706
Si	9.6349	5.7804	7.4605
Si	9.6362	9.6057	7.4709
Si	13.4821	13.4715	7.457
Si	13.4788	1.9174	7.4482
Si	13.4824	5.7839	7.4418
Si	13.4785	9.6061	7.4516
Si	1.9325	0.0075	8.8678
Si	1.9342	3.8583	8.835
Si	1.9384	7.6885	8.862
Si	1.9348	11.5345	8.8435
Si	5.7787	0.0065	8.8155
Si	5.7854	3.8555	8.7851
Si	5.7863	7.6905	8.8241
Si	5.7814	11.533	8.794
Si	9.6386	0.0053	8.8496
Si	9.6391	3.8513	8.8164
Si	9.641	7.6874	8.8484
Si	9.6413	11.5345	8.8256
Si	13.483	0.0061	8.8202
Si	13.4789	3.8537	8.7853
Si	13.4817	7.6896	8.8252
Si	13.4789	11.5367	8.7956
Si	-0.0104	0.0173	10.2173
Si	-0.0148	3.8589	10.1739
Si	-0.0021	7.6863	10.2146
Si	-0.0124	11.529	10.1816
Si	3.8776	0.0167	10.2062
Si	3.8826	3.8633	10.1665
Si	3.8796	7.6873	10.2103
Si	3.8798	11.5418	10.1786
Si	7.6918	0.0066	10.182
Si	7.6979	3.8478	10.1516
Si	7.7021	7.6817	10.1961
Si	7.6962	11.526	10.1549
Si	11.5798	0.0085	10.1983
Si	11.5784	3.86	10.1636
Si	11.577	7.679	10.2096
Si	11.5797	11.5341	10.1756
O	5.92	-2.0062	20.3394
O	12.9288	3.0579	22.8452
O	1.9077	1.8502	17.5097
O	5.0091	8.0353	20.2403
O	-0.2632	6.0226	18.4147
O	1.8862	-1.8268	17.3784
O	4.3028	-1.6898	18.3073
O	13.4297	-1.2585	20.437
O	4.9099	1.6072	24.9378
O	7.0772	1.6666	18.4493
O	4.6597	9.3189	17.9075
O	5.5413	6.6878	22.4523
O	9.6574	-1.8769	17.3747
O	9.5987	1.7609	17.5481
O	7.1585	0.4821	24.2265
O	10.1348	8.1509	20.4841
O	12.1504	-1.821	18.2025
O	-0.5966	-1.419	18.1694
O	12.1653	1.3725	18.0833
O	3.183	9.8897	19.9615
O	3.8263	-0.4725	20.6493
O	13.5897	5.5257	20.4048
O	11.2266	9.5945	18.5106
O	4.9567	3.3798	22.9708
O	2.0584	9.5713	17.2779
O	1.2934	-2.5032	27.5447
O	13.116	3.7182	18.6218
O	8.0236	7.0351	21.5261
O	7.8415	9.4545	18.4619
O	10.9408	-0.8559	21.2269
O	3.263	6.0067	26.9541
O	7.467	5.9633	18.2431
O	5.2555	10.4527	28.4986
O	1.4832	-2.9087	24.0464
O	5.8311	10.4473	19.9227
O	4.3119	4.131	25.445
O	11.4533	5.7222	18.6348
O	7.1592	-1.6358	18.0912
O	8.9797	-0.0553	27.9111
O	2.9766	7.4508	24.4438
O	12.6185	8.5651	27.2949
O	9.0142	-2.6874	27.5553
O	8.9368	-0.9476	25.4785
O	-1.5039	1.3237	24.6357
O	1.4441	7.8153	27.562
O	13.3308	-1.1385	25.4647
O	4.0962	8.8299	22.5725
O	8.827	5.0433	27.6665
O	3.2856	1.6172	22.0228
O	10.9166	10.761	23.5882
O	5.5028	4.9893	27.6988
O	1.0413	6.1142	25.5418
O	13.1915	3.8092	25.3486
O	5.3039	2.599	28.6028
O	3.4377	-2.9816	20.4217
O	12.9928	1.8556	20.5028
O	5.1755	8.0505	27.6003
O	3.0852	6.6854	21.3013
O	0.1459	10.2704	23.7479
O	7.3221	8.366	26.1402
O	12.8734	-0.3804	22.9285
O	5.5633	-2.5086	27.6361
O	13.1922	-0.1092	27.8816
O	7.9762	11.7984	19.6134
O	10.9261	4.8879	26.1222
O	1.8173	-0.8163	25.4844
O	0.5832	7.6757	23.4927
O	-0.3608	9.6806	18.2634
O	13.8225	11.8155	19.1655
O	11.3917	10.3948	21.0073
O	12.7373	8.3154	20.2235
O	8.5714	5.3683	25.0355
O	-0.1989	7.5368	20.6321
O	2.3439	-0.7063	22.8695
O	-1.6446	8.5791	22.6707
O	9.6885	7.2139	26.4836
O	7.4414	4.8288	22.6968
O	13.0755	-2.782	27.532
O	4.9709	9.0077	25.1093
O	12.969	2.5047	28.5068
O	9.4603	9.6508	25.5052
O	13.0445	4.9944	27.7163
O	6.773	3.477	24.8456
O	10.7322	1.8801	22.1331
O	12.3213	-2.8537	22.2376
O	11.0915	-1.2311	26.8673
O	-0.7102	10.0593	20.8322
O	1.1569	0.1298	27.8084
O	3.4543	-1.0468	27.4702
O	8.4581	-1.1914	20.3654
O	5.8463	3.8688	18.3285
O	5.3016	-0.9524	25.5124
O	-1.1645	8.6817	25.2713
O	5.6954	0.1371	27.8553
O	4.4323	1.6746	18.209
O	-0.1034	-0.7857	23.7368
O	0.9899	5.232	27.9525
O	9.0362	2.5514	28.5002
O	9.1506	3.1648	23.7615
O	11.348	2.0055	24.6837
O	2.7097	10.1429	24.3692
O	3.2093	4.0671	21.1537
O	12.9577	6.4629	25.6223
O	4.9201	-0.2163	23.0289
O	8.8506	-1.0026	22.9013
O	1.3416	2.6585	28.5394
O	9.7551	-3.1109	21.7515
O	8.0574	9.6183	21.1104
O	-0.6028	1.7396	18.3961
O	1.95	10.9508	21.9894
O	1.086	11.4926	19.5801
O	2.1474	5.8933	17.4876
O	5.5241	6.4803	25.5932
O	0.9222	5.2098	20.6522
O	4.753	6.1194	18.1575
O	5.3249	2.4746	20.5108
O	11.5337	3.9949	20.7214
O	6.2267	5.391	20.3954
O	11.6503	8.5267	24.7675
O	9.5699	8.5708	23.0528
O	1.858	5.372	23.135
O	1.4052	10.3584	28.3445

Results
total energy: -87726.065 eV
total energy less fixed offsets of O -438.35, Si -107.03 eV per atom: 2.235 eV

Forces (eV/angstrom), in the order of the atoms: element, x, y, z
Si	0.1069	0.2732	0.6885
Si	-0.1067	-0.2962	0.5497
Si	-0.1297	-0.1249	0.7112
Si	-0.114	0.1604	0.7463
Si	-0.0277	-0.2072	0.8057
Si	0.0666	0.2408	0.775
Si	0.1521	-0.1629	0.7834
Si	0.1767	0.1074	0.7633
Si	0.0661	-0.2282	0.8117
Si	-0.1387	0.2755	0.7962
Si	-0.19	-0.2082	0.7652
Si	-0.1472	0.2344	0.8031
Si	-0.0057	0.0527	0.064
Si	0.0952	-0.2769	0.5153
Si	0.1238	-0.1313	0.7332
Si	0.1515	0.2005	0.762
Si	0.0164	-0.0205	-0.0523
Si	0.002	-0.0022	-0.0306
Si	0.0035	-0.0088	-0.0334
Si	0.009	0.0183	-0.0319
Si	-0.0122	-0.0027	-0.0545
Si	-0.0034	0.0196	-0.0326
Si	0.0118	-0.03	-0.0491
Si	0.0061	0.0078	-0.0622
Si	-0.0276	-0.0587	-0.0947
Si	0.0079	0.0024	-0.0197
Si	0.0092	0.0045	-0.0195
Si	0.0072	0.0087	-0.0499
Si	0.0091	-0.0435	-0.0839
Si	0.0036	-0.0108	-0.0519
Si	0.0073	0.0058	-0.0267
Si	0.0049	-0.0094	-0.0807
Si	-0.0145	0.008	0.0383
Si	0.0202	0.0113	0.0276
Si	0.0107	0.0014	0.0667
Si	0.0312	-0.0235	0.0297
Si	0.0092	-0.0073	0.0264
Si	0.0066	0.0085	0.0289
Si	-0.0049	0.0087	0.0368
Si	0.0019	-0.0091	0.0333
Si	0.0102	-0.0048	0.0129
Si	-0.0208	0.0169	0.0416
Si	-0.0052	0.0119	0.0621
Si	-0.0362	-0.0077	0.0241
Si	0.0062	0.0064	0.0011
Si	-0.0034	0.007	0.0242
Si	0.0115	0.0017	0.0513
Si	0.0127	-0.0163	0.0046
Si	0.0203	0.0095	0.0125
Si	0.0044	0.0219	-0.0145
Si	-0.0067	0.004	0.0014
Si	0.0025	-0.0259	-0.0081
Si	-0.0096	0.0088	0.0004
Si	-0.0008	0.0139	-0.0099
Si	-0.0204	-0.0082	-0.0085
Si	-0.0101	-0.0105	-0.0099
Si	-0.0137	0.01	0.0083
Si	-0.0106	0.0094	-0.01
Si	0.0172	-0.0018	-0.0075
Si	0.0045	-0.0028	-0.0125
Si	-0.0023	0.0091	0.0076
Si	-0.0047	0.0124	-0.011
Si	-0.0032	-0.0009	0.0021
Si	0.0014	-0.032	-0.0149
Si	0.0097	0.0092	-0.0046
Si	0.0001	-0.0189	-0.0089
Si	-0.0114	-0.0049	-0.0144
Si	-0.0067	-0.001	-0.0031
Si	-0.0005	0.0182	-0.0173
Si	-0.0022	-0.0125	-0.0171
Si	0.0152	0.0089	-0.0074
Si	-0.0025	0.0068	-0.0105
Si	0.0061	-0.0089	-0.0085
Si	-0.0072	-0.0087	-0.0088
Si	0.0065	0.01	-0.0146
Si	0.0157	-0.0157	-0.009
Si	-0.0024	0.002	0.002
Si	0.005	-0.0007	-0.0041
Si	-0.0041	0.0145	-0.0076
Si	-0.0153	-0.0039	-0.006
Si	0.0052	0.0053	-0.0092
Si	0.0179	-0.0111	-0.0034
Si	-0.0041	0.0136	0.0018
Si	0.0011	-0.0137	0.0066
Si	-0.0179	-0.0089	0.0067
Si	0.0105	0.0059	0.0241
Si	-0.0307	-0.0039	0.0096
Si	0.0046	0.0026	0.0139
Si	-0.0128	0.0172	-0.0226
Si	-0.0004	-0.0171	-0.0164
Si	-0.0126	0.0058	-0.0103
Si	0.0073	0.0064	-0.0357
Si	0.0048	-0.0133	0.0087
Si	0.0182	0.012	0.0139
Si	0.0157	0.0088	0.0131
Si	0.0147	-0.0059	0.0058
Si	0.0029	0.0016	-0.0597
Si	-0.0169	-0.0055	-0.0258
Si	-0.0136	0.0171	-0.0529
Si	0.0021	0.0167	-0.0355
Si	-0.0063	0.0047	-0.04
Si	0.0082	0.0012	-0.0369
Si	-0.0231	-0.0204	-0.0453
Si	-0.0257	0.0269	-0.0296
Si	-0.0031	-0.0075	-0.0324
Si	-0.0001	0.0198	-0.0001
Si	-0.0039	-0.0043	-0.0229
Si	0.0007	-0.0283	-0.0131
Si	-0.0032	0.0007	-0.0351
Si	0.0048	-0.0256	-0.0289
Si	0.0163	-0.0105	-0.0167
Si	0.0144	0.0342	-0.0281
Si	0.0087	0.0254	0.0123
Si	0.0017	0.0185	0.0652
Si	-0.0087	-0.0044	0.0438
Si	0.0092	0.0124	0.0475
Si	-0.0049	0.0189	0.0412
Si	0.0297	-0.0133	0.0509
Si	0.0022	0.0063	-0.0047
Si	0.0008	0.0104	0.0447
Si	-0.0088	-0.0293	0.0351
Si	-0.033	-0.0016	0.0595
Si	-0.0252	0.0011	0.0325
Si	-0.0073	-0.0098	0.0628
Si	0.0128	-0.0104	0.0314
Si	0.02	-0.0053	0.0921
Si	0.0241	-0.0113	0.0639
Si	0.0193	-0.0292	0.0765
Si	-0.1996	-0.2132	-0.777
Si	-0.245	0.1432	-0.7424
Si	-0.1949	-0.1059	-0.7699
Si	-0.2338	0.067	-0.7584
Si	0.1894	-0.1362	-0.7799
Si	0.1729	0.164	-0.7914
Si	0.1453	-0.1751	-0.6748
Si	0.0852	0.1474	-0.717
Si	-0.1548	-0.1568	-0.7801
Si	-0.2716	0.164	-0.7289
Si	0.3328	-0.0681	-0.57
Si	0.217	0.0764	-0.6439
Si	0.2068	-0.13	-0.8061
Si	0.1481	0.2109	-0.7547
Si	-0.197	-0.0273	-0.648
Si	-0.199	-0.0366	-0.7317
Si	0.0117	-0.021	-0.1822
Si	0.0615	-0.0808	0.0367
Si	0.0035	-0.0704	-0.0937
Si	-0.0965	0.0534	0.2325
Si	0.0005	-0.1371	0.0125
Si	0.0822	-0.0439	0.0292
Si	0.0542	0.0483	0.0917
Si	0.0322	-0.1596	-0.1386
Si	-0.0032	0.0225	-0.086
Si	-0.3241	-0.5889	0.153
Si	-0.0527	-0.0364	-0.0737
Si	0.0527	0.059	0.0358
Si	0.0896	-0.0155	0.0248
Si	0.0112	-0.0442	0.0597
Si	-0.1175	0.018	0.0247
Si	-0.1074	0.0919	-0.1102
Si	-0.0561	0.0181	0.1172
Si	-0.0777	-0.1202	0.0373
Si	0.0468	0.0508	-0.0153
Si	-0.0592	0.0639	-0.082
Si	-0.0238	0.0582	-0.1081
Si	-0.1329	0.0511	-0.0935
Si	0.0259	0.1644	-0.0704
Si	0.039	-0.0973	0.038
Si	0.065	0.0004	-0.031
Si	0.0389	-0.0656	-0.1033
Si	0.0342	-0.0091	0.0382
Si	0.1193	-0.0039	-0.1001
Si	-0.0423	-0.0684	0.0181
Si	-0.0612	-0.0431	0.0532
Si	-0.0776	-0.0929	0.0978
Si	-0.1046	-0.0009	-0.0524
Si	-0.0958	-0.0035	-0.0299
Si	-0.0018	0.027	0.0854
Si	0.497	0.5962	0.0964
Si	-0.0174	-0.0171	0.0524
Si	0.0314	-0.019	0.028
Si	0.0267	-0.0498	-0.0001
Si	0.0166	0.019	0.1555
Si	-0.0164	0.0262	-0.0305
Si	-0.071	-0.0017	0.0072
Si	0.0451	0.0294	0.0106
Si	0.0163	-0.0853	0.0548
Si	0.0198	0.1969	0.6802
Si	0.1015	-0.0845	-0.033
Si	-0.0116	0.0032	-0.0177
Si	0.0396	-0.0658	0.1159
Si	-0.0959	-0.0585	-0.0142
Si	-0.002	0.0114	0.0101
Si	-0.0106	-0.0147	0.0062
Si	0.0034	0.0021	0.018
Si	0.0047	0.0071	0.0054
Si	-0.0049	-0.0012	-0.0102
Si	-0.0168	0.0011	0.0038
Si	-0.0091	0.0027	0.0141
Si	0.0083	0.0012	-0.0043
Si	0.0161	0.0065	0.0011
Si	0.0143	-0.0075	0.0035
Si	0	-0.0042	0.0172
Si	0.0046	0.0032	0.0015
Si	0.006	0.0006	0.0154
Si	-0.004	-0.0134	0.0113
Si	-0.0151	0.0022	0.018
Si	0.0024	-0.0037	0.0135
Si	0.0018	0.0245	0.0031
Si	0.0114	-0.0107	0.0038
Si	0.0007	0.0176	-0.0049
Si	-0.006	-0.0092	-0.0081
Si	0.0022	0.0163	0.0079
Si	-0.003	-0.0139	0.0028
Si	-0.0031	0.0061	-0.0062
Si	-0.0008	-0.0055	-0.0071
Si	-0.006	0.0236	0.0044
Si	-0.0014	-0.0172	0.0082
Si	0.0037	0.0061	-0.0043
Si	0.0071	-0.0187	-0.0073
Si	0.0025	0.0172	0.0099
Si	0.0007	-0.0077	0.0079
Si	0.0069	-0.0053	-0.0066
Si	-0.0011	-0.0089	-0.0093
Si	-0.0086	0.0011	0.0006
Si	-0.0049	-0.0029	0.0048
Si	-0.0052	-0.0031	-0.0053
Si	0.0057	-0.0008	0.0018
Si	0.0043	0.0021	0.0043
Si	-0.0049	0.0037	0.0076
Si	-0.0004	-0.003	-0.0128
Si	0.0015	-0.0021	0.006
Si	0.0055	-0.0003	-0.0004
Si	-0.0006	0.0026	0.008
Si	-0.0011	0.0026	-0.0079
Si	0.0024	0.0041	-0.0016
Si	-0.0004	-0.0017	-0.0003
Si	-0.0065	0.0055	0.0124
Si	0.0059	0.0044	-0.005
Si	0.0065	-0.0042	0.0038
Si	0.0021	-0.0003	-0.0007
Si	0.0013	0.0009	0.0012
Si	0.0023	0.0011	0.0036
Si	-0.0034	0.0066	0.0069
Si	-0.0045	-0.0016	-0.0005
Si	-0.0035	0.0031	-0.0004
Si	-0.0133	0.0103	-0.0028
Si	-0.0045	0.0031	0.0059
Si	0.0055	-0.0043	0.0002
Si	0.0049	-0.0109	-0.0014
Si	0.0095	0.0026	-0.0019
Si	0.0019	0.0019	0.0054
Si	0.0002	0.0023	-0.0027
Si	0.0012	-0.0129	0.0028
Si	-0.0034	-0.0035	-0.0005
Si	0.0026	0.0056	0.0051
Si	-0.0013	-0.0016	0.0007
Si	-0.0054	-0.0024	0.0004
Si	-0.0055	-0.0041	-0.0025
Si	0.0013	0.0026	-0.0008
Si	0.0036	-0.0068	0.0041
Si	0.0029	0.0006	0.0013
Si	0.003	-0.0067	-0.0017
Si	0.0054	0.0004	0.0006
Si	-0.0003	0.0017	0.0048
Si	-0.0003	0.0049	0.0028
Si	-0.007	-0.0022	-0.0027
Si	-0.0039	0.0078	0.0019
Si	0.0002	0.0047	0.0015
Si	-0.0011	-0.0013	0.0008
Si	0.0066	-0.0029	-0.003
Si	0.0041	0.0057	-0.0031
Si	-0.0063	0.0047	0.0037
Si	-0.0025	0.0023	0.0013
Si	-0.0042	0.009	-0.0016
Si	-0.0018	-0.0052	0.0017
Si	0.0046	0.0031	0.0017
Si	0.0062	-0.0041	-0.0032
Si	-0.001	0.0029	-0.004
Si	-0.0077	-0.0001	-0.0005
Si	0.0099	0.0014	0.0007
Si	0.0103	-0.0052	-0.0028
Si	-0.0009	0.0012	0.0002
Si	0.0007	-0.0069	0.0036
Si	0.0043	0.0006	-0.0039
Si	-0.007	0.0028	-0.0065
Si	0.0038	-0.0026	-0.0016
Si	-0.0068	0.0002	-0.0005
Si	0.0033	-0.0056	0.0145
Si	0.0009	-0.0066	-0.0025
Si	0.0004	-0.0039	-0.0023
Si	0.0009	0	0.0027
Si	-0.0013	0.0038	0.0029
Si	-0.0019	0.0032	-0.0097
Si	0.0023	-0.0009	-0.0041
Si	0.0017	-0.0052	-0.0065
Si	-0.0072	0.0065	0.0013
Si	-0.0021	-0.0051	-0.0061
Si	0.001	0.0029	0.0043
Si	-0.0012	0.0101	0.0029
Si	0.0006	0.0006	-0.0003
Si	-0.0002	-0.0074	-0.0091
Si	0.0005	-0.0023	-0.0004
Si	0.0015	0.0113	-0.0066
Si	0.0168	0.0032	0.0024
Si	0.0117	0.0055	0.0042
Si	0.0166	-0.0043	0.0096
Si	0.0037	-0.0066	0.0057
Si	-0.0147	0.0011	0.0026
Si	-0.0117	-0.0001	0.0109
Si	-0.024	-0.0012	0.0077
Si	-0.0092	-0.0017	0.0081
Si	0.0359	0.0007	-0.0062
Si	0.0199	-0.0044	-0.0012
Si	0.0095	-0.0011	0.001
Si	0.0103	0.0095	-0.002
Si	-0.0215	0.0061	-0.0065
Si	-0.016	-0.001	-0.0026
Si	-0.0238	-0.0022	-0.0002
Si	-0.0123	-0.0004	-0.0033
O	0.1864	0.0413	0.332
O	0.576	0.46	-0.0822
O	-0.0929	-0.1399	0.5316
O	0.3673	-0.5711	-0.3036
O	-0.2788	0.0697	0.0107
O	0.0273	0.1693	0.1761
O	0.373	-0.0247	-0.1245
O	0.4695	0.4285	0.073
O	-0.2515	-0.164	0.5593
O	0.1522	-0.193	0.4799
O	0.5776	-0.3028	-0.1386
O	-0.0981	-0.2422	0.3722
O	0.1028	-0.2584	0.2801
O	-0.1109	-0.1354	0.2761
O	-0.0281	0.4428	-0.1863
O	-0.18	-0.5617	-0.2031
O	-0.0184	0.0028	0.3807
O	0.1435	0.4049	0.3017
O	0.0553	-0.4506	0.2005
O	-0.3799	-0.4026	0.0888
O	-0.1587	0.3396	-0.2227
O	-0.1509	-0.0778	0.5133
O	0.072	0.1691	0.2277
O	0.3	0.3504	-0.1216
O	0.1706	-0.1534	0.4539
O	-0.1307	0.0072	-0.2494
O	0.0134	0.2504	-0.4052
O	0.0345	-0.006	-0.313
O	-0.0002	-0.1856	0.2388
O	-0.1672	0.529	-0.1005
O	-0.0027	-0.0335	0.3516
O	0.1076	0.2853	0.3244
O	0.1723	0.112	-0.4356
O	0.0581	0.0463	0.0075
O	-0.2805	0.5326	0.0645
O	-0.6479	0.0322	0.0759
O	0.001	0.0986	0.313
O	-0.5534	0.1877	0.0275
O	-0.2472	0.0592	-0.2808
O	0.4658	-0.0545	0.2901
O	-0.231	0.1034	0.0244
O	-0.2858	-0.1122	-0.2255
O	-0.2364	-0.4002	-0.2062
O	0.476	0.0758	0.1587
O	-0.0362	0.0935	-0.3661
O	0.355	-0.3646	-0.1785
O	-0.1128	0.5896	-0.1758
O	-0.3297	0.0063	-0.2489
O	-0.7217	0.0216	-0.0825
O	0.2561	0.3305	0.5988
O	0.3579	0.3385	-0.1014
O	-0.6436	-0.3499	-0.013
O	0.4102	0.1139	0.2495
O	0.0585	-0.0712	-0.5361
O	0.1448	0.0966	0.11
O	0.3167	-0.5203	0.1696
O	-0.4122	-0.4726	-0.2291
O	-0.2742	0.1915	-0.2019
O	-0.3637	0.3906	0.2419
O	-0.1351	-0.1218	-0.3258
O	-0.3702	0.3025	-0.0458
O	0.4877	-0.0295	-0.2261
O	0.1612	-0.1033	-0.0536
O	0.3779	-0.0964	0.1062
O	-0.2266	-0.1588	-0.0204
O	0.0287	0.5621	-0.2321
O	0.0373	0.1065	-0.2002
O	-0.4489	-0.4048	0.2461
O	-0.4136	-0.2356	-0.2262
O	-0.0562	0.0363	-0.1972
O	-0.0495	-0.4367	-0.1797
O	0.0076	0.2935	-0.1362
O	0.4007	0.1502	0.283
O	-0.1724	-0.0032	-0.3579
O	-0.7263	0.1016	0.2526
O	0.3719	0.0543	-0.0748
O	0.008	-0.2044	-0.4119
O	0.2385	-0.1652	-0.3987
O	0.3582	0.4065	0.0956
O	-0.2098	0.062	-0.5898
O	-0.0444	0.4968	-0.0105
O	0.1661	0.5379	0.0635
O	0.1635	-0.1628	0.6279
O	-0.2372	-0.2478	-0.3776
O	0.343	-0.3296	0.3844
O	0.0774	-0.0413	0.0322
O	0.1613	0.3456	0.4199
O	-0.5515	0.0045	-0.1792
O	-0.0043	0.2071	0.549
O	0.0322	0.5322	-0.1359
O	-0.1133	-0.0801	-0.6679
O	0.0768	-0.5877	-0.1992
O	0.2736	0.3637	0.5004
O	0.4182	0.0512	-0.3691
O	-0.0619	-0.5564	0.3347
O	-0.1145	-0.1258	-0.3461
O	-0.4089	0.1282	-0.1487
O	-0.1126	-0.053	-0.4737
O	-0.0313	0.1194	-0.0357
O	-0.081	-0.2371	0.6261
O	0.2276	0.1144	0.4085
O	0.1181	-0.0781	-0.3034
O	0.3741	-0.1506	-0.2751
O	0.1999	-0.2804	-0.3009
O	-0.3561	-0.3308	0.0654
O	-0.0936	0.1005	-0.4018
O	-0.3068	-0.3503	-0.0776
O	-0.2363	0.1823	0.2881
O	0.2129	-0.3591	0.3039
O	0.1135	-0.224	0.0428
O	0.0523	0.3978	-0.3167
O	0.0052	-0.1154	0.2709
O	0.2886	-0.2017	-0.5152
O	0.0183	-0.3343	-0.0476
O	-0.0658	0.2292	0.0855
O	0.3842	0.0267	0.1776
O	-0.3554	0.3476	0.3263
O	-0.3257	-0.1551	0.2088
O	0.0952	-0.121	-0.0883
O	-0.0252	-0.3309	0.0874
O	-0.0062	-0.4916	0.2024
O	0.1575	-0.0024	-0.5184
